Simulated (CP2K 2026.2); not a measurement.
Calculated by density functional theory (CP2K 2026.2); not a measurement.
Periodic cell of 444 atoms, Si328O116, from a study of silicon, its oxide and their interface. The atomic structure is a simulated model.
Doubt: the forces sum to 0.72 eV/angstrom along one axis rather than to zero, so they err by at least 0.0016 eV/angstrom per atom on average; the grid cutoff is modest.

Settings
functional: PBE
method: Gaussian and plane waves
basis set: DZVP-MOLOPT-SR-GTH
pseudopotentials: GTH-PBE
grid cutoff: 350 Ry, relative cutoff 50 Ry
k points: Gamma only
occupations: fixed
spin: none
net charge: 0

Cell vectors (angstrom)
a 16.4025 0 0
b 0 16.4025 0
c 0 0 30.5588

Atoms and the computed forces on them: element, x, y, z (angstrom), force x, y, z (eV/angstrom)
Si 16.143 0.456 30.471 -0.003 -0.065 -0.544
Si 2.44 3.152 0.12 0.049 -0.155 -0.291
Si 0.121 5.323 0.136 0.04 0.14 -0.496
Si 2.812 8.115 0.684 0.034 0.055 -0.558
Si 0.669 10.254 30.444 0.021 -0.022 -0.549
Si 3.096 13.245 0.148 -0.146 0.062 -0.39
Si 5.769 16.019 30.436 -0.162 -0.014 -0.497
Si 8.921 2.135 30.346 0.272 0.016 -0.478
Si 4.743 5.855 30.443 -0.277 -0.004 -0.166
Si 8.371 7.989 30.487 0.013 0.02 -0.071
Si 5.224 11.049 0.347 0.107 -0.119 -0.392
Si 8.098 13.939 0.265 0.149 -0.162 -0.262
Si 11.027 16.28 0.554 0.065 -0.08 -0.419
Si 13.712 2.571 0.285 -0.143 0.06 -0.505
Si 10.777 5.885 30.401 0.259 -0.124 -0.233
Si 13.513 8.534 0.141 -0.061 0.076 -0.221
Si 11.239 10.711 0.156 0.094 0.002 -0.353
Si 13.26 14.184 30.528 -0.239 0.058 -0.523
Si 1.384 1.402 1.312 0.015 0.202 -0.179
Si 4.008 4.224 1.474 -0.032 0.119 -0.291
Si 1.271 6.74 1.677 0.001 -0.141 -0.179
Si 4.157 9.58 1.818 0.018 0.116 -0.16
Si 1.442 12.097 1.349 0.064 -0.014 -0.337
Si 4.178 14.99 1.327 -0.015 -0.054 -0.111
Si 6.936 1.368 1.059 0.026 -0.156 0.014
Si 9.711 4.032 1.099 0.041 0.153 -0.11
Si 6.722 6.749 1.149 0.063 0.119 -0.269
Si 9.559 9.541 1.376 -0.025 -0.033 -0.27
Si 6.867 12.306 1.493 -0.039 0.083 -0.307
Si 9.552 15.005 1.754 -0.067 -0.183 -0.225
Si 12.338 1.376 1.713 0.047 -0.07 -0.161
Si 14.956 4.18 1.462 0.063 -0.11 -0.12
Si 12.305 6.902 1.378 -0.066 0.037 -0.241
Si 15.188 9.611 1.357 0.022 0.041 -0.24
Si 12.363 12.406 1.371 -0.045 -0.074 -0.192
Si 15.05 15.116 1.23 0.047 0.072 -0.166
Si 16.399 2.755 2.769 -0.019 -0.077 0.009
Si 2.771 16.402 2.64 0.01 -0.046 -0.006
Si 16.336 8.211 2.877 -0.029 -0.01 0.158
Si 2.712 5.444 2.969 -0.111 -0.074 0.265
Si 0.021 13.633 2.581 -0.001 0.031 -0.062
Si 2.699 10.938 2.976 -0.082 -0.024 0.219
Si 5.534 2.744 2.561 0.007 -0.073 -0.074
Si 8.133 0.105 2.794 -0.069 0.139 0.133
Si 5.597 8.102 2.831 0.142 -0.056 0.065
Si 8.177 5.352 2.529 0.057 0.094 -0.131
Si 5.485 13.69 2.832 0.04 -0.006 0.065
Si 8.234 10.912 2.791 0.095 -0.054 -0.056
Si 10.932 2.845 2.8 -0.103 0.094 0.115
Si 13.769 16.362 2.859 0.231 -0.006 0.16
Si 10.926 8.205 2.779 -0.027 0.087 0.103
Si 13.627 5.536 2.804 -0.069 0.126 -0.033
Si 10.975 13.584 2.898 -0.013 -0.138 0.14
Si 13.805 11.047 2.717 -0.028 -0.001 -0.015
Si 1.334 4.052 4.244 0.089 0.012 -0.113
Si 4.144 1.383 4.006 0.03 -0.009 -0.06
Si 1.336 9.528 4.258 -0.015 0.158 -0.059
Si 4.146 6.831 4.212 -0.029 -0.017 -0.025
Si 1.39 15.019 4.011 -0.015 0.003 -0.06
Si 4.116 12.336 4.227 -0.051 0.084 -0.041
Si 6.855 4.064 4.036 0.051 0.02 -0.056
Si 9.56 1.438 4.14 -0.152 0.076 -0.025
Si 6.898 9.539 4.167 0.046 -0.13 0.088
Si 9.515 6.768 4.051 0.103 0.014 -0.212
Si 6.831 15.089 4.184 -0.06 0.005 -0.089
Si 9.575 12.245 4.207 0.12 -0.011 0.069
Si 12.302 4.157 4.179 -0.047 -0.053 0.034
Si 15.088 1.38 4.201 0.009 -0.087 -0.158
Si 12.354 9.623 4.088 -0.028 -0.068 -0.178
Si 14.977 6.848 4.217 0.016 0.107 0.003
Si 12.34 15.016 4.192 0.064 -0.021 -0.052
Si 15.11 12.379 4.132 -0.053 -0.094 -0.051
Si 0.005 0.004 11.001 -0.009 -0.011 0.01
Si 2.721 2.721 10.996 0.009 0.009 0.012
Si 16.389 5.459 10.967 -0.003 0.027 -0.001
Si 2.721 8.199 10.971 0.007 0.002 0.004
Si 0.013 10.947 10.991 -0.003 -0.012 0.01
Si 2.731 13.669 10.989 0.005 0.012 0.009
Si 5.459 16.392 10.984 0.019 0.018 0.004
Si 8.196 2.731 10.988 -0.004 0.014 -0.015
Si 5.451 5.461 11 0.013 0.005 0.004
Si 8.197 8.206 10.983 0.03 -0.008 -0.011
Si 5.466 10.944 10.96 0.005 -0.001 0.005
Si 8.208 13.679 10.961 -0.034 -0.014 -0.011
Si 10.949 0.007 10.981 -0.015 0.001 -0.001
Si 13.675 2.738 10.979 0.017 0.008 -0.004
Si 10.938 5.47 10.996 -0.012 -0.013 0.002
Si 13.677 8.217 10.987 -0.022 0.012 0.003
Si 10.947 10.95 10.99 0.007 -0.004 0.011
Si 13.687 13.687 10.998 -0.009 -0.002 0.009
Si 1.364 1.359 12.384 -0.007 0.009 0.002
Si 4.074 4.089 12.363 -0.004 0.002 -0.005
Si 1.337 6.837 12.336 -0.009 -0.049 -0.004
Si 4.081 9.586 12.326 0.019 0 0.001
Si 1.371 12.312 12.369 -0.005 -0.016 0.006
Si 4.083 15.035 12.358 -0.003 -0.023 0.005
Si 6.819 1.361 12.341 0.005 -0.026 -0.013
Si 9.563 4.101 12.349 -0.017 -0.01 -0.008
Si 6.818 6.849 12.346 0.01 0.007 -0.002
Si 9.569 9.576 12.337 -0.056 -0.038 0.006
Si 6.831 12.318 12.322 0.054 0.021 -0.007
Si 9.58 15.033 12.34 0.036 0.023 -0.014
Si 12.322 1.368 12.357 -0.009 0.02 -0.017
Si 15.034 4.1 12.358 -0.027 -0.009 0.005
Si 12.315 6.847 12.347 0.018 0.016 0.001
Si 15.044 9.584 12.353 0.016 -0.001 -0.002
Si 12.33 12.308 12.359 -0.024 0.002 0.009
Si 15.056 15.041 12.38 0.002 0.023 0.003
Si 16.387 2.725 13.741 0.011 0.006 -0.018
Si 2.721 16.381 13.757 0.027 0.028 0.006
Si 16.387 8.207 13.722 -0.045 0.037 -0.005
Si 2.681 5.457 13.704 -0.014 0.056 -0.027
Si 0.025 13.679 13.758 -0.02 -0.001 0.008
Si 2.724 10.933 13.73 0.019 0.008 0.002
Si 5.432 2.697 13.719 0.057 0.013 0.026
Si 8.192 16.397 13.689 -0.043 0.045 0.003
Si 5.442 8.23 13.692 0.033 -0.036 0.014
Si 8.184 5.473 13.699 0.021 0.015 0.012
Si 5.445 13.655 13.702 0.021 0 -0.023
Si 8.196 10.953 13.681 -0.008 -0.014 -0.028
Si 10.945 2.743 13.704 0.001 -0.024 0.012
Si 13.693 0.008 13.743 0.005 -0.012 0.009
Si 10.948 8.22 13.702 -0.011 0.011 -0.007
Si 13.683 5.492 13.721 -0.015 -0.019 -0.007
Si 10.957 13.671 13.714 -0.022 0.012 0.002
Si 13.715 10.963 13.74 -0.004 -0.057 0.001
Si 1.326 4.101 15.11 -0.006 -0.001 0.077
Si 4.08 1.334 15.134 -0.039 -0.016 0.054
Si 1.34 9.572 15.091 -0.029 -0.057 0.022
Si 4.041 6.859 15.016 -0.017 -0.034 -0.048
Si 1.379 15.024 15.168 -0.033 -0.009 0.077
Si 4.1 12.29 15.1 -0.011 0.038 0.042
Si 6.797 4.095 15.04 -0.026 -0.062 -0.023
Si 9.572 1.356 15.041 0.02 0.041 -0.013
Si 6.791 9.633 15.048 0.094 0.028 -0.035
Si 9.564 6.851 15.046 -0.058 -0.022 0.033
Si 6.801 15.04 15.04 0.047 0.036 0.007
Si 9.586 12.283 15.05 -0.016 -0.051 -0.012
Si 12.292 4.142 15.065 0.045 -0.017 0.016
Si 15.054 1.359 15.145 -0.049 0.015 0.033
Si 12.331 9.583 15.066 -0.005 0.017 0.065
Si 15.033 6.853 15.119 0.021 -0.011 0.061
Si 12.34 15.019 15.092 -0.01 0.019 0.004
Si 15.083 12.318 15.146 0.007 0.064 0.035
Si 0.005 16.385 16.563 0.071 -0.067 -0.027
Si 2.666 2.703 16.478 0.074 0.02 -0.015
Si 0.005 5.5 16.509 -0.109 -0.015 0.184
Si 2.696 8.189 16.431 0.009 0.007 0.119
Si 0.051 10.945 16.527 0.002 -0.016 0.069
Si 2.776 13.638 16.526 -0.017 -0.011 0.051
Si 5.465 16.349 16.498 0.065 -0.009 0.147
Si 8.206 2.746 16.377 -0.036 -0.045 0.034
Si 5.358 5.452 16.333 -0.006 0.07 -0.01
Si 8.196 8.28 16.338 0.041 -0.018 -0.001
Si 5.423 10.927 16.504 -0.038 0.001 0.127
Si 8.141 13.618 16.333 0.017 0.051 0.017
Si 10.916 16.362 16.397 0.055 0.088 0.07
Si 13.659 2.788 16.428 -0.075 0.006 0.178
Si 10.922 5.5 16.447 -0.037 -0.046 -0.042
Si 13.638 8.212 16.483 0.024 0.048 0.012
Si 11.012 10.979 16.436 -0.094 -0.077 0.12
Si 13.72 13.697 16.52 0.02 -0.089 -0.008
Si 1.378 1.339 17.941 -0.16 0.021 0.078
Si 4.029 4.11 17.779 -0.02 0.049 0.037
Si 1.435 6.834 17.906 0.005 -0.163 -0.09
Si 3.988 9.543 17.86 0.003 0.045 -0.153
Si 1.515 12.218 17.957 0.092 -0.06 0.117
Si 4.152 14.937 17.965 0.168 -0.011 0.065
Si 6.907 1.353 17.765 -0.052 -0.014 -0.152
Si 9.5 4.153 17.767 0.051 0.03 -0.088
Si 6.686 6.941 17.535 -0.022 -0.045 -0.21
Si 9.612 9.594 17.74 0.109 0.032 -0.103
Si 6.801 12.358 17.811 -0.001 0.056 -0.049
Si 9.554 14.889 17.666 -0.036 -0.049 -0.165
Si 12.24 1.406 17.728 0.047 0.017 -0.14
Si 14.962 4.178 17.877 0.063 0.079 -0.062
Si 12.213 6.89 17.866 -0.017 0.04 0.007
Si 15.023 9.586 17.839 -0.117 -0.012 -0.145
Si 12.377 12.322 17.893 0.051 -0.134 -0.015
Si 15.077 15.003 17.972 0.038 0.106 0.157
Si 16.329 2.753 19.228 -0.111 -0.053 0.186
Si 2.84 16.399 19.305 0.069 0.061 0.097
Si 0.035 8.273 19.144 0.07 0.019 0.216
Si 2.757 5.393 19.357 -0.125 0.014 0.271
Si 0.158 13.556 19.321 -0.2 0.038 0.062
Si 2.834 10.805 19.512 -0.233 -0.003 0.252
Si 5.532 2.819 19.016 0.184 0.107 0.287
Si 8.222 16.202 19.007 -0.089 0.13 0.173
Si 5.361 8.12 19.061 0.058 -0.179 0.183
Si 8.058 5.695 18.847 -0.05 -0.05 0.211
Si 5.501 13.492 19.466 0.033 0.108 0.158
Si 8.221 10.978 19.012 0.185 0.007 0.104
Si 10.807 2.711 19.109 -0.057 -0.065 0.286
Si 13.606 0.116 19.158 0.056 0.074 0.329
Si 10.879 8.27 19.269 -0.204 -0.062 0.243
Si 13.537 5.585 19.288 0.153 -0.117 0.111
Si 10.883 13.655 19.154 0.012 -0.066 0.166
Si 13.748 10.922 19.32 0.02 0.078 0.094
Si 0.989 4.284 20.666 0.097 -0.148 0.437
Si 4.507 1.285 20.43 0.209 0.246 0.363
Si 1.108 9.63 20.784 0.126 0.042 -0.035
Si 4.402 6.571 20.638 -0.02 -0.101 0.287
Si 1.426 15.066 20.643 -0.013 0.011 0.428
Si 4.669 11.639 20.935 0.031 0.076 0.474
Si 6.676 4.512 20.271 -0.014 -0.077 -0.014
Si 9.686 0.972 20.346 0.148 -0.098 0.179
Si 6.809 9.551 20.15 0.147 0.029 0.556
Si 8.906 7.332 20.292 0.188 0.031 0.479
Si 6.68 15.252 20.563 0.122 -0.167 0.478
Si 9.802 11.978 20.468 -0.229 0.239 0.5
Si 12.274 3.942 20.465 -0.316 0.07 0.457
Si 14.602 1.827 20.562 -0.11 -0.063 -0.049
Si 12.148 9.771 20.656 0.03 -0.165 0.487
Si 15.286 6.757 20.46 -0.18 0.021 0.427
Si 11.97 15.354 20.368 0.059 0.085 0.288
Si 15.406 11.982 20.691 -0.062 -0.085 0.274
Si 16.018 0.158 22.321 0.087 0.317 0.453
Si 1.432 3.312 26.346 0.123 -0.315 -0.176
Si 6.583 15.526 23.613 0.133 -0.144 0.291
Si 12.404 12.76 24.609 -0.312 -0.198 0.321
Si 9.764 11.961 23.405 -0.054 -0.01 0.511
Si 6.046 10 25.689 -0.134 -0.13 -0.305
Si 2.463 7.556 22.926 -0.047 0.047 0.328
Si 5.354 1.943 23.236 -0.19 -0.05 0.334
Si 9.805 6.755 23.043 -0.037 0.188 0.588
Si 15.092 7.041 23.53 0.012 -0.149 0.361
Si 12.369 8.259 23.353 -0.129 0.048 0.448
Si 13.988 14.131 22.534 -0.151 -0.077 0.24
Si 4.176 14.494 25.111 -0.026 -0.017 0.037
Si 8.182 2.704 22.312 -0.046 0.06 0.298
Si 4.173 2.283 25.976 -0.258 -0.11 -0.109
Si 11.228 9.057 26.256 -0.046 -0.001 0.078
Si 15.844 1.101 27.456 0.056 0.151 -0.442
Si 0.744 4.877 23.558 -0.175 -0.051 0.472
Si 10.709 4.055 23.263 0.433 -0.042 0.367
Si 13.47 10.761 26.506 -0.096 0.006 -0.118
Si 1.376 13.3 28.146 0.109 -0.08 -0.476
Si 3.24 9.212 25.42 0.105 0.229 0.297
Si 8.829 9.227 24.653 -0.012 0.183 0.188
Si 8.274 15.995 26.142 0.117 -0.133 0.017
Si 1.625 15.286 23.696 0.315 -0.058 0.467
Si 12.123 6.319 27.542 -0.183 0.159 -0.475
Si 9.919 1.994 27.446 0.089 -0.11 -0.597
Si 0.025 14.848 26.134 -0.015 0.078 -0.114
Si 15.673 8.734 26.023 -0.181 0.216 -0.131
Si 1.28 10.42 27.334 0.24 -0.182 -0.329
Si 5.361 16.051 27.325 0.088 -0.017 -0.383
Si 4.141 11.73 24.132 0.099 -0.182 0.444
Si 9.85 13.342 26.013 0.073 0.351 -0.296
Si 7.043 9.98 28.711 -0.2 -0.003 -0.578
Si 11.638 3.898 25.952 0.085 -0.02 -0.191
Si 9.329 12.092 28.774 0.193 0.136 -0.464
Si 12.895 2.146 27.924 0.003 0.045 -0.486
Si 14.988 6.959 28.369 -0.06 0.094 -0.32
Si 3.625 4.026 28.161 -0.048 -0.013 -0.464
Si 14.83 13.106 28.002 -0.016 -0.093 -0.549
O 1.29 14.555 27.124 0.007 -0.125 0.19
O 16.275 13.034 28.779 -0.041 0.058 0.414
O 3.257 2.836 29.243 -0.274 -0.328 0.602
O 4.496 5.19 28.909 0.336 0.266 0.478
O 1.242 4.209 30.176 0.023 -0.101 0.345
O 1.87 9.114 30.331 -0.199 0.379 0.109
O 3.755 7.187 30.236 0.32 -0.293 0.208
O 0.484 10.292 28.758 -0.174 0.08 0.799
O 0.21 10.064 26.139 -0.002 0.232 0.115
O 2.41 13.772 29.287 -0.123 -0.162 0.49
O 9.35 14.815 26.437 -0.021 0.016 0.05
O 5.101 16.283 28.911 0.155 0.175 0.871
O 6.973 14.924 30.106 0.084 0.158 0.467
O 9.945 0.812 30.262 -0.215 0.246 0.158
O 10.219 3.299 26.501 -0.013 0.118 0.056
O 9.561 6.938 30.004 -0.081 -0.269 0.274
O 7.78 8.551 29.017 -0.042 -0.172 0.517
O 5.744 10.072 29.678 -0.257 0.097 0.443
O 4.219 12.142 30.151 -0.182 -0.075 0.382
O 6.954 15.786 27.073 -0.203 0.093 0.24
O 9.042 0.965 26.535 0.115 0.053 0.187
O 12.986 2.899 29.373 0.056 0.301 0.7
O 14.249 11.617 27.646 0.332 0.156 0.501
O 12.054 15.318 30.184 -0.002 -0.226 0.634
O 11.518 5.671 28.915 -0.071 -0.337 0.765
O 8.983 2.496 28.7 -0.497 -0.069 0.611
O 15.902 5.971 29.284 -0.026 -0.037 0.483
O 14.283 8.081 29.31 -0.17 0.293 0.187
O 10.692 11.397 29.311 -0.089 -0.174 0.065
O 12.36 9.609 30.144 0.166 -0.002 0.476
O 13.736 13.806 28.97 0.039 0.196 0.423
O 15.135 13.942 26.608 -0.22 -0.221 0.079
O 2.539 2.134 26.012 0.139 -0.026 -0.043
O 1.023 3.836 22.313 0.152 -0.048 -0.731
O 5.619 0.1 20.705 0.026 -0.157 -0.109
O 4.419 2.108 21.902 -0.035 0.102 -0.604
O 2.718 7.997 24.486 -0.045 -0.118 -0.303
O 1.828 11.962 27.298 -0.095 0.135 0.305
O 5.598 5.487 21.123 -0.009 -0.203 -0.388
O 0.283 16.272 20.855 -0.107 -0.067 -0.15
O 1.844 14.57 22.223 0.086 -0.016 -0.865
O 1.638 8.703 22.071 -0.34 0.327 -0.183
O 4.245 12.009 22.525 0.128 0.151 -0.903
O 1.665 6.159 23.148 0.16 0.19 0.008
O 7.847 3.89 21.257 0.073 0.104 -0.108
O 10.874 0.021 21.076 -0.162 -0.189 -0.796
O 12.762 14.576 21.575 -0.179 0.073 -0.153
O 5.886 10.492 21.21 -0.162 0.399 -0.471
O 7.884 8.525 20.929 -0.019 0.012 -0.454
O 9.08 6.41 21.651 -0.337 -0.129 -0.408
O 9.514 2.968 23.197 -0.316 -0.108 -0.319
O 4.459 14.827 26.692 -0.087 0.015 0.08
O 7.111 14.968 22.171 -0.162 -0.238 -0.778
O 9.206 12.478 21.964 0.268 -0.094 -0.582
O 10.924 10.853 20.956 0.24 0.06 -0.037
O 13.445 2.92 21 0.085 -0.218 -0.417
O 11.425 4.366 21.84 0.425 -0.018 -0.676
O 15.119 1.479 22.116 0.054 -0.223 -0.113
O 11.237 7.376 22.62 -0.011 -0.187 -0.425
O 12.774 9.334 22.181 0.041 0.161 -0.844
O 16.289 5.497 20.749 0.084 0.005 -0.303
O 15.192 7.484 21.966 0.146 0.265 -0.658
O 9.134 12.891 24.607 0.108 0.05 0.078
O 14.682 12.757 21.975 0.246 -0.296 -0.001
O 13.327 13.931 24.006 0.303 0.144 -0.113
O 7.854 15.941 24.561 -0.004 0.227 -0.36
O 0.854 0.309 23.392 -0.244 0.227 -0.096
O 5.55 0.361 23.479 -0.131 -0.107 0.125
O 4.632 3.468 26.996 -0.112 0.261 0.214
O 1.043 4.117 24.977 -0.238 -0.042 -0.306
O 4.582 2.674 24.459 0.266 -0.145 -0.281
O 11.482 13.364 25.826 0.021 -0.125 -0.135
O 9.348 10.405 23.654 -0.043 0.07 -0.103
O 8.548 1.34 21.503 -0.012 0.087 -0.288
O 7.239 9.332 24.85 0.11 -0.191 0.101
O 9.609 9.281 26.107 0.008 0.122 0.044
O 4.813 8.938 25.751 -0.086 -0.024 -0.104
O 5.565 11.337 24.868 -0.132 0.28 0.009
O 14.163 9.317 26.212 0.083 -0.248 0.267
O 8.999 7.768 23.997 -0.111 -0.241 -0.04
O 11.922 10.397 26.894 0.044 0.099 0.21
O 10.005 5.389 23.877 -0.216 -0.027 -0.335
O 13.517 7.23 23.88 -0.167 0.043 -0.166
O 15.891 8.05 24.556 0.109 -0.251 -0.304
O 15.093 15.292 22.707 0.151 0.026 0.05
O 5.628 14.418 24.35 0.227 0.175 0.099
O 6.853 2.569 23.228 0.14 0.04 0.044
O 11.394 12.125 23.489 0.026 0.01 0.049
O 3.827 7.242 22.06 0.346 0.194 -0.243
O 11.754 8.925 24.709 0.197 -0.036 -0.302
O 11.557 7.826 27.263 -0.086 0.079 0.128
O 3.065 15.518 24.447 -0.065 0.357 -0.113
O 0.101 0.435 28.811 -0.018 -0.364 0.878
O 14.225 1.24 27.672 -0.179 -0.092 0.123
O 0.138 2.536 27.01 -0.055 0.088 0.082
O 2.191 4.37 27.366 0.31 0.108 0.22
O 15.619 5.501 23.724 0.037 -0.108 -0.118
O 11.815 3.566 24.362 -0.335 0.273 -0.077
O 2.524 9.415 26.898 0.045 -0.08 0.095
O 0.03 10.802 21.348 -0.082 0.101 -0.55
O 4.935 0.942 26.442 0.241 -0.018 -0.031
O 3.53 13.022 24.905 -0.233 -0.006 -0.1
O 3.08 10.537 24.47 -0.136 -0.092 -0.416
O 9.067 13.493 29.551 -0.233 0.176 0.122
O 6.578 10.275 27.186 0.21 -0.127 0.354
O 8.057 11.166 29.132 -0.175 0.124 0.16
O 14.955 1.583 30.458 0.038 -0.046 0.276
O 13.754 6.21 27.604 0.2 0.134 -0.145
O 11.642 5.497 26.224 -0.177 -0.088 0.124
O 12.915 3.257 26.73 -0.145 -0.164 0.228
O 16.062 0.031 26.23 -0.036 -0.078 -0.056
O 0.578 14.444 24.647 0.124 -0.128 -0.22
O 13.448 11.628 25.131 -0.105 -0.074 -0.166
O 15.944 7.65 27.219 0.111 -0.189 0.334
O 9.438 12.297 27.17 -0.161 -0.235 0.354
O 11.425 1.386 27.816 0.152 -0.26 0.486
Si 0.067 16.374 5.485 -0.048 0.038 -0.04
Si 2.782 2.683 5.492 -0.06 0.036 -0.018
Si 16.372 5.466 5.553 0.011 -0.01 -0.016
Si 2.758 8.184 5.564 0.022 0.028 0.072
Si 16.397 10.966 5.546 0.008 -0.013 0.015
Si 2.717 13.718 5.511 0.061 -0.039 -0.024
Si 5.44 0.048 5.498 0.036 -0.053 -0.013
Si 8.189 2.764 5.508 0.023 -0.027 -0.012
Si 5.513 5.418 5.492 -0.026 -0.015 0.003
Si 8.236 8.149 5.51 0 0.083 0.001
Si 5.499 10.919 5.522 -0.018 -0.031 -0.039
Si 8.215 13.683 5.514 0.006 0.017 -0.025
Si 10.938 0.025 5.484 0.02 0.014 -0.001
Si 13.668 2.748 5.521 0.028 0.01 -0.046
Si 10.898 5.491 5.509 -0.024 0.007 -0.004
Si 13.635 8.247 5.541 0.009 -0.014 -0.021
Si 10.979 10.91 5.536 -0.045 0.025 -0.005
Si 13.712 13.673 5.541 0.003 0.012 0.018
Si 1.406 1.34 6.871 0.089 -0.099 0.016
Si 4.124 4.073 6.868 0.016 -0.004 -0.028
Si 1.367 6.82 6.904 0.037 -0.009 0.009
Si 4.121 9.573 6.899 -0.048 0.005 0.026
Si 1.374 12.332 6.89 0 -0.025 -0.003
Si 4.091 15.073 6.875 -0.06 0.056 0.004
Si 6.824 1.391 6.872 0.007 0.017 0.001
Si 9.557 4.114 6.887 -0.01 0.005 0.006
Si 6.852 6.803 6.878 0.008 0.018 -0.011
Si 9.594 9.537 6.881 0.099 -0.101 0.004
Si 6.851 12.309 6.881 0.004 -0.002 0.003
Si 9.583 15.056 6.87 -0.004 -0.019 0.007
Si 12.301 1.375 6.875 -0.022 0.009 0.01
Si 15.019 4.099 6.911 -0.007 0.017 0.032
Si 12.269 6.856 6.884 -0.055 0.066 -0.009
Si 15.023 9.595 6.902 -0.026 0.032 0.001
Si 12.33 12.302 6.894 0.007 -0.011 -0.017
Si 15.078 15.05 6.882 -0.024 -0.005 0.003
Si 0.015 2.715 8.232 -0.017 0.034 -0.017
Si 2.74 0.001 8.274 -0.001 0.01 0.027
Si 16.399 8.21 8.248 0.027 0.021 0
Si 2.745 5.44 8.242 -0.023 0.02 0.001
Si 0.011 13.683 8.267 -0.002 0.003 0.007
Si 2.742 10.951 8.244 0.039 0.007 0.007
Si 5.47 2.732 8.266 -0.006 -0.007 0.011
Si 8.2 0.015 8.232 -0.002 -0.005 -0.005
Si 5.481 8.182 8.245 -0.017 -0.008 0.002
Si 8.203 5.463 8.273 0.025 0.019 0.003
Si 5.465 13.686 8.227 0.006 -0.041 -0.019
Si 8.222 10.928 8.235 -0.012 0.021 -0.021
Si 10.931 2.74 8.245 -0.011 -0.01 0
Si 13.687 0.011 8.237 0.006 0.002 0.002
Si 10.935 8.201 8.283 -0.015 0.011 0.012
Si 13.645 5.482 8.249 0.01 -0.019 -0.005
Si 10.953 13.683 8.239 0.021 0.028 0.006
Si 13.675 10.951 8.282 -0.025 -0.03 0.02
Si 1.367 4.084 9.612 0.03 -0.017 -0.004
Si 4.1 1.368 9.632 -0.007 -0.008 0.004
Si 1.368 9.582 9.607 -0.011 0.002 0.004
Si 4.098 6.823 9.613 0.004 -0.002 -0.004
Si 1.371 15.043 9.635 0.009 -0.011 0.006
Si 4.103 12.322 9.605 -0.013 0.002 0.008
Si 6.828 4.102 9.633 0.006 0.006 -0.006
Si 9.568 1.371 9.615 0.002 0.006 -0.008
Si 6.842 9.567 9.603 0.011 -0.02 -0.008
Si 9.567 6.832 9.635 -0.01 0.008 -0.003
Si 6.834 15.046 9.6 0.018 0.011 -0.014
Si 9.585 12.308 9.603 0.011 -0.009 -0.002
Si 12.295 4.104 9.62 -0.02 0.017 0
Si 15.049 1.368 9.618 -0.004 -0.003 -0.009
Si 12.305 9.578 9.631 0.001 -0.013 -0.001
Si 15.026 6.842 9.61 -0.019 -0.004 -0.002
Si 12.323 15.046 9.613 -0.004 -0.013 -0.001
Si 15.049 12.319 9.633 -0.004 -0.003 0.007

Results
total energy: -85949.593 eV
total energy less fixed offsets of O -438.35, Si -107.03 eV per atom: 4.847 eV
